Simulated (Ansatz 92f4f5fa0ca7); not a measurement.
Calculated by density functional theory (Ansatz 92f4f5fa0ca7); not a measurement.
Periodic cell of 256 atoms, Si144O112, from a study of silicon, its oxide and their interface. The atomic structure is a simulated model.
Doubt: the cutoff is far below the 930 eV that the study's wrapper takes by default for these files, so forces and energies are approximate.
This geometry differs little from another in the collection (a relaxation step or a small displacement).

Settings
functional: PBE
potential files: Ansatz PAW
basis: plane waves
wave-function cutoff: 580 eV
density cutoff ratio: 5
exchange-correlation grid ratio: 1
k mesh: 1 x 1 x 1, Gamma-centred
self-consistency stop: 5e-08 eV per atom in the density residual
occupations: fixed
spin: none
net charge: 0

Cell vectors (angstrom)
a, 10.938, 0, 0
b, 0, 10.938, 0
c, -1.9408, -5.264, 37.113

Atoms: element, x, y, z (angstrom)
Si, -0.2905, -6.9, 29.5655
Si, 2.3913, -4.2591, 29.7759
Si, -0.8962, -0.9082, 29.7997
Si, 1.948, -9.1516, 29.5169
Si, -6.2921, -6.4247, 29.6005
Si, -3.4821, -3.6541, 29.5217
Si, 5.2038, -1.4164, 29.55
Si, -3.0357, -9.6046, 29.8327
Si, 0.8086, -5.3858, 31.0399
Si, 3.5828, -2.5514, 30.8976
Si, 0.8195, -10.711, 30.9308
Si, 3.5153, -8.0255, 30.9107
Si, -4.6523, -5.2598, 30.8613
Si, -1.9996, -2.5531, 31.0178
Si, 6.2711, 0.1344, 30.9978
Si, -1.8448, -7.9952, 31.0099
Si, -0.5645, -3.9247, 32.3194
Si, 2.1901, -1.1768, 32.2805
Si, -0.5207, -9.3807, 32.3658
Si, 2.1964, -6.7014, 32.3756
Si, 4.9293, -3.9119, 32.3078
Si, 7.6205, -1.187, 32.3931
Si, 4.8923, 1.5555, 32.2995
Si, -3.2953, -6.6218, 32.2903
Si, -1.9408, -5.264, 33.6947
Si, 0.7937, -2.5295, 33.6947
Si, -1.9408, 0.205, 33.6947
Si, 0.7937, -7.9985, 33.6947
Si, 3.5282, -5.264, 33.6947
Si, 6.2627, -2.5295, 33.6947
Si, 3.5282, 0.205, 33.6947
Si, 6.2627, -7.9985, 33.6947
Si, 1.3673, -1.3673, 3.418
Si, 4.1018, 1.3673, 3.418
Si, 1.3673, 4.1018, 3.418
Si, 4.1018, -4.1018, 3.418
Si, 6.8362, -1.3673, 3.418
Si, -1.3673, 1.3673, 3.418
Si, 6.8362, 4.1018, 3.418
Si, -1.3673, 6.8362, 3.418
Si, 2.7311, -0.0499, 4.7745
Si, 5.4408, 2.7892, 4.7706
Si, 2.6881, 5.4988, 4.8425
Si, 5.464, -2.7018, 4.7915
Si, -2.7754, 0.0074, 4.8067
Si, 0.0615, 2.718, 4.7252
Si, 8.1482, 5.5215, 4.7023
Si, -0.0211, -2.6837, 4.8535
Si, 1.3595, 1.2951, 6.1222
Si, 4.0881, 4.1175, 6.2006
Si, 1.3596, -4.0192, 6.2828
Si, 4.0918, -1.3629, 6.1984
Si, -4.1176, 1.4621, 6.1257
Si, -1.2978, 4.2192, 5.884
Si, 6.8445, -4.0637, 6.134
Si, -1.4673, -1.3522, 6.2589
Si, -0.3275, 0.3061, 7.4837
Si, 2.9148, 2.4572, 7.4128
Si, -0.3711, -5.1756, 7.4115
Si, 3.0563, -2.984, 7.6382
Si, 5.2232, 0.3116, 7.4151
Si, -2.4147, 2.7106, 7.2013
Si, 5.3438, 5.6947, 7.4717
Si, -2.6538, -2.9409, 7.6477
Si, -0.5735, -6.6312, 35.062
Si, 2.161, -3.8967, 35.062
Si, -0.5735, -1.1622, 35.062
Si, 2.161, 1.5723, 35.062
Si, 4.8955, -6.6312, 35.062
Si, -3.308, -3.8967, 35.062
Si, 4.8955, -1.1622, 35.062
Si, 7.63, 1.5723, 35.062
Si, 0.7937, -5.264, 36.4292
Si, 3.5282, -2.5295, 36.4292
Si, 0.7937, 0.205, 36.4292
Si, 3.5282, -7.9985, 36.4292
Si, -4.6753, -5.264, 36.4292
Si, -1.9408, -2.5295, 36.4292
Si, 6.2627, 0.205, 36.4292
Si, -1.9408, -7.9985, 36.4292
Si, 1.3673, 1.3673, 0.6835
Si, 4.1018, 4.1018, 0.6835
Si, 1.3673, 6.8362, 0.6835
Si, 4.1018, -1.3673, 0.6835
Si, 6.8362, 1.3673, 0.6835
Si, -1.3673, 4.1018, 0.6835
Si, 6.8362, -4.1018, 0.6835
Si, -1.3673, -1.3673, 0.6835
Si, 0, 0, 2.0507
Si, 2.7345, 2.7345, 2.0507
Si, 0, 5.469, 2.0507
Si, 2.7345, -2.7345, 2.0507
Si, 5.469, 0, 2.0507
Si, 8.2035, 2.7345, 2.0507
Si, 5.469, 5.469, 2.0507
Si, 8.2035, -2.7345, 2.0507
Si, 7.3827, -0.117, 22.9816
Si, -2.2757, -5.9319, 12.165
Si, 6.5547, -7.7663, 27.5586
Si, 0.6946, -2.6783, 24.819
Si, -4.1084, -8.7098, 24.7431
Si, 3.7637, 4.8906, 20.8051
Si, -0.7202, -9.6698, 16.5371
Si, 0.759, 0.8132, 13.9867
Si, -11.9479, -5.2079, 24.3014
Si, -6.1744, 1.9177, 17.2322
Si, -5.6877, -7.7116, 22.5213
Si, 6.9924, -0.9879, 9.7543
Si, -7.7993, -1.0172, 24.4415
Si, 0.1422, -1.3574, 17.8214
Si, 13.886, -2.5735, 10.7627
Si, 2.7401, 2.217, 19.4904
Si, -3.1382, 2.2577, 21.1303
Si, -7.5907, -5.5376, 11.2237
Si, 1.6368, -5.3142, 15.9074
Si, 0.8894, -13.3786, 27.8039
Si, -3.3093, 2.2435, 18.0471
Si, -7.2012, 1.1839, 14.3505
Si, -5.2065, -3.8652, 20.5188
Si, 0.3444, 9.119, 12.3352
Si, 8.7947, -3.2748, 16.7206
Si, -0.1907, -12.9187, 20.9493
Si, -1.0525, 10.8194, 10.3179
Si, -7.739, -0.2469, 27.4762
Si, 8.8034, -5.5234, 27.33
Si, 10.186, -4.1026, 14.1337
Si, -7.5462, 0.7175, 22.0365
Si, 2.853, -2.9341, 17.4711
Si, -5.036, -3.3471, 17.5325
Si, -4.675, 4.2944, 13.8136
Si, 3.3459, 4.2672, 13.8228
Si, 7.2689, -6.5913, 9.5857
Si, -0.3492, -8.3283, 11.8634
Si, -1.3123, 2.7758, 23.5641
Si, 0.4807, 3.6089, 17.8713
Si, 12.6015, -4.0156, 20.103
Si, 5.067, -12.5948, 22.3289
Si, -5.5127, 2.8696, 11.4008
Si, -6.1061, -11.0831, 11.7319
Si, -0.5962, -0.1824, 23.359
Si, -12.0492, -16.149, 19.0538
Si, 8.614, -4.2561, 21.642
Si, 1.2624, -6.8301, 9.5458
Si, 6.162, -6.5012, 16.8267
O, 6.3639, -7.9039, 21.32
O, 0.1199, -6.0926, 8.6782
O, 4.0729, 1.3897, 7.9302
O, 5.8867, -0.3492, 8.7557
O, -1.9623, -10.7153, 29.2288
O, 0.8217, -8.0236, 29.0386
O, -7.3719, -8.2813, 13.6206
O, 2.2861, -2.4043, 24.626
O, 3.7993, 6.9895, 11.1631
O, 8.219, 3.7041, 8.461
O, 9.4444, -4.0894, 8.0051
O, 2.0763, 2.9578, 8.7377
O, 5.8368, 6.0095, 17.0718
O, -6.2141, 7.9542, 21.4599
O, 3.5183, -5.2986, 29.1363
O, 2.6363, -9.7881, 28.136
O, 6.3236, -2.5335, 29.0336
O, -4.761, -3.1445, 19.1323
O, 5.2073, -7.1067, 28.1992
O, 11.0327, -1.217, 24.4006
O, -2.4987, 2.5234, 24.6777
O, 1.2086, -2.837, 21.1548
O, -1.3348, 1.5904, 7.7306
O, 1.5414, -2.6309, 11.5884
O, -0.1674, -0.6133, 21.8372
O, 4.6118, -0.6572, 28.1978
O, -9.6388, 2.7426, 18.9694
O, -2.7323, 2.1451, 19.5651
O, -2.7201, -4.2285, 28.1602
O, 9.9704, -2.1498, 16.9079
O, 2.6274, -2.4847, 9.1521
O, 2.2028, 11.7072, 14.7489
O, -6.145, 3.5571, 17.0567
O, 0.5442, 2.2145, 13.1709
O, 4.2152, -4.1267, 7.9149
O, 0.8622, -0.4055, 12.9276
O, 2.5551, 0.0308, 23.2879
O, 4.3345, 4.5538, 22.2944
O, 4.4556, -2.5985, 17.1995
O, 9.3, -7.4318, 12.3127
O, -9.2352, -12.6855, 17.4379
O, 2.1346, -1.4165, 27.8013
O, 4.2188, 1.9766, 22.6292
O, 10.7456, -2.6709, 13.6075
O, -6.382, 1.2388, 15.7597
O, -8.5907, 5.6907, 20.9195
O, -1.1975, -4.8669, 12.7576
O, -0.8546, 4.1891, 18.5933
O, -8.4468, 1.1995, 20.7548
O, -3.6046, 5.2457, 13.072
O, -0.3833, -1.7113, 28.4717
O, -4.8209, -8.0065, 12.902
O, 10.6043, -9.5014, 23.5754
O, -2.748, -5.6939, 10.6097
O, -6.1351, 5.0151, 13.9151
O, -0.5332, -6.7675, 23.978
O, -3.9221, -4.1213, 21.4631
O, -6.4084, -1.6294, 23.8625
O, 4.4821, -6.7355, 11.1349
O, -2.5996, -0.0871, 9.8173
O, -0.0258, 0.2325, 17.5737
O, -3.3072, 0.7164, 21.6131
O, 7.3255, -7.0945, 17.8104
O, 2.3272, 5.2608, 9.9709
O, 6.7583, 4.0685, 15.3399
O, -0.2531, -1.588, 19.3791
O, -1.4971, -13.797, 21.4061
O, -4.3102, -7.8917, 10.3255
O, -4.8873, -7.5373, 23.9182
O, -6.1737, 1.3953, 11.1251
O, -6.4968, -0.4042, 21.4842
O, 10.0826, 1.2496, 11.1539
O, 8.9688, -7.993, 22.0609
O, -4.7131, 2.2746, 26.2413
O, 6.2069, 1.4381, 17.8475
O, -24.1403, 1.5683, 16.9779
O, -7.2405, -1.1814, 11.1795
O, -1.9381, -15.3458, 17.8938
O, 6.2565, -0.8878, 11.251
O, 3.3513, -11.1241, 25.8444
O, 1.4111, -3.778, 28.5475
O, -8.4734, -3.97, 16.2748
O, 0.3519, -2.9239, 26.3711
O, -3.3505, -6.5854, 27.1498
O, 6.6707, -1.492, 22.5159
O, 8.7809, -11.4329, 23.6738
O, 0.5864, 3.4531, 10.8522
O, 1.2716, -6.0265, 17.3188
O, -0.9292, -6.2049, 28.208
O, -3.7278, -8.815, 28.5908
O, -0.5072, 22.5459, 15.0265
O, -1.6161, -5.1271, 25.8255
O, -1.9726, -3.8798, 15.205
O, 2.5555, -5.9043, 12.6141
O, -10.7639, -15.0026, 24.1053
O, -0.0159, -0.2008, 9.0376
O, 6.1029, -5.6966, 8.8711
O, -3.6932, -13.6496, 16.8147
O, -6.0052, 5.7353, 20.0554
O, -1.8802, -5.3133, 20.4779
O, -2.1143, 6.1125, 23.1553
O, 7.4987, -2.4178, 9.0468
O, 6.5173, 0.7659, 24.0637
O, -8.4025, -6.4412, 15.1838
O, 3.5654, -9.4356, 18.2672
O, 3.6, -18.3702, 19.9802
O, -8.1799, -3.5409, 18.9873
O, 11.2439, -4.4471, 19.3174
O, 0.0959, 2.6791, 16.599
O, 11.3214, -4.9471, 14.9443
O, 4.5149, 0.1221, 13.3432
O, -0.8255, -1.4475, 11.249

Results
free energy: -155245.651 eV
free energy less fixed offsets of O -568.88, Si -635.61 eV per atom: -3.251 eV

Forces (eV/angstrom), in the order of the atoms: element, x, y, z
Si, -0.0042, 0.0058, 0.0449
Si, 0.0003, 0.0301, 0.0155
Si, 0.0296, -0.0233, -0.0122
Si, 0.0032, -0.005, -0.0216
Si, 0.0121, 0.0031, -0.0196
Si, 0.0035, -0.0163, -0.0143
Si, -0.0252, 0.0135, 0.0243
Si, -0.0115, 0.0195, 0.0396
Si, 0.0038, 0.0039, -0.0159
Si, -0.0212, -0.0108, -0.0086
Si, 0.0255, -0.015, 0.0274
Si, 0.0213, -0.0294, 0.0231
Si, 0.0212, -0.0181, 0.0301
Si, 0.0174, -0.024, 0.0279
Si, 0.0015, 0.0218, -0.0189
Si, -0.0103, -0.0079, -0.0161
Si, -0.0013, -0.002, -0.0064
Si, 0.0067, -0.0039, -0.0098
Si, -0.009, 0.0216, 0.0044
Si, -0.0244, 0.0133, 0.0115
Si, -0.0072, 0.0101, 0.0102
Si, -0.016, 0.0047, 0.0021
Si, 0.0038, -0.0087, -0.0091
Si, 0.0003, 0.0017, -0.0153
Si, -0.0859, 0.0027, -0.0437
Si, 0.0979, 0.0007, -0.3037
Si, 0.1197, -0.0115, 0.1792
Si, 0.1876, -0.2147, 0.6035
Si, 0.1862, -0.0227, -0.0342
Si, -0.1715, -0.2364, 0.3938
Si, -0.0389, -0.0401, -0.1651
Si, 0.0127, 0.0215, -0.3542
Si, -0.2555, -0.1511, -0.0603
Si, -0.0834, -0.0305, 0.1035
Si, 0.4211, 0.1574, -0.2451
Si, -0.1299, -0.0007, 0.3259
Si, -0.064, 0.1007, -0.0966
Si, -0.0741, -0.1527, 0.075
Si, -0.3064, 0.0963, -0.4528
Si, 0.1706, 0.4433, -0.0224
Si, -0.01, 0.0026, -0.0253
Si, 0.0134, 0.0075, -0.0122
Si, -0.0075, -0.0155, 0.0059
Si, -0.0035, 0.0176, -0.0231
Si, -0.0259, 0.0104, -0.0292
Si, 0.0264, 0.0101, -0.0234
Si, -0.0043, -0.0162, -0.0086
Si, 0.0042, 0.0163, 0.0003
Si, -0.0157, -0.0063, 0.0084
Si, 0.0046, 0.0322, 0.002
Si, 0.0156, -0.0061, 0.0073
Si, 0.0117, -0.0194, 0.0377
Si, 0.0046, -0.0023, 0.0296
Si, -0.0069, 0.0082, 0.028
Si, -0.0032, -0.0126, 0.0077
Si, 0.0024, -0.0479, 0.0159
Si, 0.0322, 0.0014, -0.0248
Si, -0.0125, 0.0246, 0.0113
Si, 0.0178, -0.0066, -0.036
Si, 0.0049, -0.0036, -0.0871
Si, 0.0396, -0.0114, -0.0459
Si, -0.0379, -0.0064, -0.0493
Si, -0.032, -0.0183, -0.0464
Si, 0.0334, 0.0282, -0.0475
Si, 0.0031, -0.0279, -0.0288
Si, 0.025, 0.0116, -0.0306
Si, -0.0319, 0.0681, -0.0016
Si, -0.1083, 0.0176, 0.0378
Si, -0.0197, 0.0793, 0.0029
Si, -0.0651, 0.0242, 0.0026
Si, -0.0232, -0.0866, -0.027
Si, 0.0477, 0.0071, -0.0247
Si, -0.0252, -0.0094, -0.0221
Si, 0.0126, 0.0775, -0.0083
Si, 0.056, -0.0557, -0.0073
Si, 0.0346, -0.0588, -0.0237
Si, 0.0761, -0.0225, -0.0152
Si, 0.0216, -0.0431, -0.0291
Si, -0.0239, -0.0215, -0.024
Si, -0.0065, 0.02, -0.0043
Si, -0.017, 0.0498, 0.0419
Si, -0.0277, -0.0346, 0.0069
Si, 0.0183, -0.0275, 0.0028
Si, -0.0101, 0.0396, 0.0186
Si, -0.0274, -0.0086, 0.0008
Si, 0.0103, 0.0234, 0.02
Si, -0.0192, 0.0453, 0.0448
Si, -0.0539, 0.0239, 0.0119
Si, -0.0004, -0.0481, -0.0043
Si, 0.0747, 0.096, -0.0141
Si, 0.0211, 0.0041, 0.0493
Si, -0.0726, -0.0702, 0.0217
Si, 0.0468, 0.0049, 0.018
Si, -0.0112, -0.0093, 0.0299
Si, 0.0056, -0.1126, -0.03
Si, 0.1285, 0.0629, -0.008
Si, 0.0018, 0.0047, -0.0094
Si, -0.0005, 0.0032, -0.0091
Si, 0.0076, -0.0436, -0.0073
Si, -0.0041, 0.0061, 0.0026
Si, -0.0178, 0.009, -0.005
Si, 0.0001, 0.0004, -0.0043
Si, -0.0008, 0.004, -0.0036
Si, 0.0014, -0.0027, -0.002
Si, -0.0067, -0.0009, -0.0013
Si, -0.0003, -0.0045, -0.0026
Si, -0.0055, 0.0049, -0.009
Si, 0.0066, -0.0152, 0.0047
Si, 0.0122, 0.0061, 0.0007
Si, 0.0042, -0.0021, -0.0062
Si, -0.0072, -0.0046, -0.0031
Si, -0.0008, 0.0063, -0.0014
Si, -0.0081, -0.0062, -0.0006
Si, -0.0066, 0.012, 0.0058
Si, 0.0039, 0.0006, -0.0043
Si, 0.0201, -0.0117, -0.007
Si, -0.0016, -0.0038, -0.0051
Si, 0.0012, -0.0048, 0.0009
Si, 0.0008, -0.0031, 0.0009
Si, 0.0007, -0.0039, 0.0079
Si, -0.0011, 0.0033, -0.0053
Si, 0.0032, -0.0004, 0.0025
Si, -0.0095, -0.0045, 0.0065
Si, -0.0053, -0.0185, -0.012
Si, 0.0047, -0.0037, -0.0192
Si, 0.0008, 0, -0.0011
Si, -0.0006, 0.0008, 0.0093
Si, 0.004, 0.0068, -0.005
Si, -0.0025, 0.005, -0.0032
Si, -0.0055, 0.0013, 0.0032
Si, 0.0015, 0.0042, -0.0037
Si, 0.0048, 0.0151, 0.0132
Si, 0.0093, 0.0092, 0.0058
Si, -0.0056, 0.0045, -0.0071
Si, -0.0003, -0.0011, -0.0014
Si, 0.0018, -0.001, 0.0021
Si, -0.0029, -0.0031, -0.0041
Si, -0.0007, -0.0055, 0.0115
Si, 0.0033, -0.0049, 0.0085
Si, 0.0053, -0.0044, -0.003
Si, 0.0026, 0.0037, -0.0018
Si, -0.009, 0.0002, 0.0075
Si, -0.0053, 0.0038, 0.0094
Si, -0.0034, 0.0033, -0.0006
O, 0.0069, -0.0047, 0.0017
O, 0.0088, -0.0107, 0.0053
O, -0.0053, 0.0115, 0.0213
O, -0.0036, -0.0002, 0.009
O, -0.0371, 0.0379, 0.0004
O, -0.0028, -0.0026, -0.0048
O, 0.0008, -0.0006, 0.002
O, -0.0006, 0.0032, 0.0056
O, 0.0035, -0.0085, -0.0036
O, 0.0028, 0.0022, 0.0158
O, -0.0142, 0.0188, 0.0266
O, -0.0047, -0.0012, -0.0035
O, 0.0005, -0.0012, 0.0056
O, -0.001, 0.0037, 0.0025
O, -0.014, 0.0097, 0.0023
O, 0.0066, -0.005, -0.0002
O, 0.0064, -0.001, -0.0075
O, -0.0027, -0.0032, -0.0008
O, 0.0349, -0.0342, -0.0087
O, -0.0009, -0.0049, 0.0019
O, 0.0056, -0.0008, 0.0042
O, -0.002, 0.0031, -0.0011
O, -0.0061, 0.008, 0.0044
O, -0.0053, 0.0038, -0.0018
O, -0.0028, 0.0028, 0.0022
O, -0.0084, 0.0066, -0.01
O, 0.0026, -0.0008, 0.0025
O, -0.0045, 0.0003, 0.0094
O, 0.0096, -0.0065, -0.0054
O, -0.0021, -0.0012, 0.0056
O, 0.0008, 0.0077, 0.0651
O, 0.0013, 0.0011, 0.0043
O, 0.0007, 0.0004, 0.0023
O, -0.0006, -0.0014, 0.0007
O, 0.0036, 0.0013, 0.0257
O, -0.0013, 0.0004, -0.0011
O, 0.0039, 0.003, -0.007
O, 0.0024, -0.0033, 0.0072
O, -0.0016, -0.0038, 0.0072
O, -0.0064, 0.0054, -0.0044
O, -0.0015, -0.0032, 0.0062
O, -0.016, 0.0102, 0.0075
O, 0.0003, -0.0069, -0.0036
O, -0.0009, -0.0017, 0.0007
O, -0.0027, 0.0017, -0.0007
O, 0.0003, -0.0036, -0.0005
O, 0.0003, 0.0009, 0.0014
O, 0.0036, 0.0014, 0.0013
O, -0.0003, -0.0007, 0.0009
O, 0.0016, -0.002, -0.0006
O, 0.0334, -0.0329, -0.0076
O, 0.0014, 0.0002, 0.0022
O, 0.0001, 0.0025, 0.0057
O, 0.0012, -0.0105, 0.0044
O, -0.0012, -0.0064, 0.0008
O, -0.0029, 0.0037, 0.0043
O, 0.0141, -0.0015, -0.0014
O, -0.0139, 0.0003, 0.0147
O, 0.0014, -0.0035, -0.0079
O, 0.007, -0.0022, -0.0118
O, -0.004, 0.0019, 0.0003
O, -0.0012, 0.008, 0.0094
O, -0.0014, 0.0021, 0.0021
O, 0.0058, -0.0022, -0.0039
O, -0.0006, -0.001, -0.0022
O, -0.0009, 0.0019, 0.0003
O, -0.0035, -0.0035, -0.0012
O, -0.0086, -0.0027, -0.0066
O, 0.0082, -0.0064, 0.0113
O, 0.0005, 0.0051, -0.0049
O, -0.0054, 0.0029, 0.0047
O, 0.0014, 0.0044, -0.0011
O, -0.0005, 0.0015, 0.0066
O, 0.0116, 0.031, 0.0515
O, -0.0019, 0.0014, 0.003
O, 0.0035, -0.0003, 0.0052
O, 0.001, 0.0066, -0.0045
O, 0.0018, 0.0012, 0.0052
O, -0.0065, 0.004, 0.0083
O, -0.0063, -0.0123, 0
O, -0.0077, 0.0281, -0.0255
O, -0.0035, -0.0067, 0.0024
O, 0.0025, 0.0102, 0.0331
O, -0.0041, -0.0093, 0.0197
O, 0.0055, 0.0008, 0.0004
O, -0.0104, 0.0047, -0.003
O, -0.0065, -0.0089, -0.0006
O, 0.0017, 0.0012, -0.0008
O, -0.0149, 0.0117, -0.0191
O, -0.026, 0.0267, -0.0737
O, 0.0003, 0.0002, -0.0003
O, 0.0031, 0.0032, 0.0007
O, 0.0036, -0.0028, -0.0003
O, 0.0033, -0.0053, 0.0047
O, -0.001, -0.0026, 0.0013
O, -0.0028, -0.0081, 0.0259
O, 0.0234, -0.0131, 0.0273
O, 0.0018, -0.0006, 0.0044
O, -0.0014, 0.0003, 0.0018
O, 0.0009, 0.0068, 0.0044
O, 0.0031, -0.0003, -0.0049
O, -0.0307, 0.0236, 0.0453
O, 0.0039, -0.0006, 0.0033
O, 0.0007, 0.002, 0.0011
O, 0.0007, 0.0033, 0.0034
O, -0.0065, -0.0045, -0.0008
O, -0.0043, 0.0016, -0.0018
O, -0.0066, -0.0026, -0.0013
O, -0.0034, -0.0023, 0.0039
O, -0.0027, 0.0022, 0.0034
O, -0.004, 0.0034, 0.0054
O, 0.0026, -0.0043, -0.0028

The program warned: the cutoff lies below the one the program advises for these potential files; the exchange-correlation potential is rough where the density is thin.
